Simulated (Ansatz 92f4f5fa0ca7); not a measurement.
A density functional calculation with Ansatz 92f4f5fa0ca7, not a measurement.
Periodic cell of 351 atoms, Si241O110, from a study of silicon, its oxide and their interface. The atomic structure is a simulated model.
Doubt: the cutoff is far below the 930 eV that the study's wrapper takes by default for these files, so forces and energies are approximate.
This geometry differs little from another in the collection (a relaxation step or a small displacement).

Settings
functional: PBE
potential files: Ansatz PAW
basis: plane waves
wave-function cutoff: 580 eV
density cutoff ratio: 5
exchange-correlation grid ratio: 1
k mesh: 1 x 1 x 1, Gamma-centred
self-consistency stop: 5e-08 eV per atom in the density residual
occupations: fixed
spin: none
net charge: 0

Cell vectors (angstrom)
a  11.6015  0  0
b  0  13.3963  0
c  0  0  40.2158

Atoms and the computed forces on them: element, x, y, z (angstrom), force x, y, z (eV/angstrom)
Si  0  2.2327  1.1851  0.0107  -0.038  -0.0151
Si  3.8672  2.2327  1.1851  0.004  -0.0016  -0.0201
Si  7.7343  2.2327  1.1851  0.0006  -0.0017  0.0266
Si  1.9336  5.5818  1.1851  0.0017  0.0007  0.0221
Si  5.8008  5.5818  1.1851  -0.0056  0.0208  -0.0019
Si  9.6679  5.5818  1.1851  -0.0014  0.0146  0.0019
Si  0  8.9308  1.1851  -0.0094  -0.0237  0.0019
Si  3.8672  8.9308  1.1851  0.007  -0.0214  -0.009
Si  7.7343  8.9308  1.1851  0.0046  0.0027  0.0249
Si  1.9336  12.2799  1.1851  0.0003  -0.0123  0.0151
Si  5.8008  12.2799  1.1851  0.009  0.0245  0.0119
Si  9.6679  12.2799  1.1851  0.0019  0.008  0.0054
Si  1.9336  1.1164  1.9745  -0.0241  0.058  0.0078
Si  5.8008  1.1164  1.9745  -0.0483  0.0173  0.0006
Si  9.6679  1.1164  1.9745  0.0305  -0.0021  -0.0036
Si  0  4.4654  1.9745  0.001  0.0085  -0.0114
Si  3.8672  4.4654  1.9745  0.0048  -0.0126  0.0008
Si  7.7343  4.4654  1.9745  -0.0135  0.0044  -0.0098
Si  1.9336  7.8145  1.9745  0.0239  0.0262  0.0062
Si  5.8008  7.8145  1.9745  -0.0458  -0.0214  0.0065
Si  9.6679  7.8145  1.9745  0.0326  -0.0309  0.0112
Si  0  11.1635  1.9745  -0.0002  -0.0099  -0.0071
Si  3.8672  11.1635  1.9745  -0.0224  -0.0038  -0.011
Si  7.7343  11.1635  1.9745  -0.0086  0.002  -0.0073
Si  1.9336  1.1164  4.3426  -0.0468  0.1581  -0.0975
Si  5.8008  1.1164  4.3426  -0.1181  0.1001  -0.1026
Si  9.6679  1.1164  4.3426  0.0581  0.0259  -0.0786
Si  0  4.4654  4.3426  0.0295  0.0796  0.1602
Si  3.8672  4.4654  4.3426  0.0131  0.0193  0.0484
Si  7.7343  4.4654  4.3426  -0.039  0.0367  0.0151
Si  1.9336  7.8145  4.3426  0.0733  0.0797  0.1139
Si  5.8008  7.8145  4.3426  -0.1282  -0.027  -0.0094
Si  9.6679  7.8145  4.3426  0.0923  -0.0456  -0.0376
Si  0  11.1635  4.3426  -0.0085  0  0.0156
Si  3.8672  11.1635  4.3426  -0.0604  0.0251  0.0496
Si  7.7343  11.1635  4.3426  -0.0246  0.0451  0.005
Si  0  0  35.8752  0.1245  -0.0799  -0.1384
Si  3.8672  0  35.8752  -0.1457  0.1292  0.1132
Si  7.7343  0  35.8752  0.1252  0.0043  -0.2156
Si  1.9336  3.3491  35.8752  -0.0835  -0.0639  0.0432
Si  5.8008  3.3491  35.8752  -0.1198  0.1274  0.037
Si  9.6679  3.3491  35.8752  0.3351  -0.0605  0.011
Si  0  6.6981  35.8752  0.01  -0.1704  -0.2609
Si  3.8672  6.6981  35.8752  -0.1665  -0.1077  -0.2009
Si  7.7343  6.6981  35.8752  0.0424  0.1069  0.0782
Si  1.9336  10.0472  35.8752  -0.1116  -0.28  0.1128
Si  5.8008  10.0472  35.8752  0.0802  0.0008  0.2726
Si  9.6679  10.0472  35.8752  0.0881  -0.1886  0.0841
Si  0  0  38.2434  0.0423  -0.0207  0.0084
Si  3.8672  0  38.2434  -0.0451  0.0549  0.0066
Si  7.7343  0  38.2434  0.035  0.0131  0.0224
Si  1.9336  3.3491  38.2434  -0.0285  -0.0158  -0.0138
Si  5.8008  3.3491  38.2434  -0.045  0.0657  0.0075
Si  9.6679  3.3491  38.2434  0.1105  -0.012  -0.0061
Si  0  6.6981  38.2434  -0.0044  -0.0421  0.0065
Si  3.8672  6.6981  38.2434  -0.045  -0.0209  0.0121
Si  7.7343  6.6981  38.2434  0.0106  0.0513  0.0092
Si  1.9336  10.0472  38.2434  -0.033  -0.094  -0.0055
Si  5.8008  10.0472  38.2434  0.0322  0.0175  0.0003
Si  9.6679  10.0472  38.2434  0.0296  -0.051  0.0017
Si  0  2.2327  39.0327  -0.0084  0.0365  0.0224
Si  3.8672  2.2327  39.0327  -0.0087  -0.0014  0.0122
Si  7.7343  2.2327  39.0327  0.0025  0.0048  -0.0482
Si  1.9336  5.5818  39.0327  0.0002  -0.0058  -0.0063
Si  5.8008  5.5818  39.0327  0.0111  -0.0207  -0.0029
Si  9.6679  5.5818  39.0327  -0.0033  -0.0153  -0.0088
Si  0  8.9308  39.0327  0.0074  0.0318  0.0125
Si  3.8672  8.9308  39.0327  -0.0037  0.0271  -0.0075
Si  7.7343  8.9308  39.0327  -0.0084  -0.0014  0.0177
Si  1.9336  12.2799  39.0327  0.0011  0.0134  -0.0049
Si  5.8008  12.2799  39.0327  -0.0182  -0.0282  -0.02
Si  9.6679  12.2799  39.0327  0.0041  -0.0096  -0.0265
Si  0.1352  -0.2455  28.6388  -0.0535  0.0781  0.0607
Si  3.9949  -0.2462  28.8015  0.0708  0.0482  0.0566
Si  7.7985  -0.0718  29.1616  0.0022  0.0666  0.0785
Si  2.161  3.3256  28.3207  -0.0694  -0.0363  0.0236
Si  5.9041  3.3467  28.9304  -0.0531  -0.0831  0.0599
Si  9.6668  3.1442  28.6902  -0.0256  0.0003  0.103
Si  -0.089  6.5442  28.3999  0.0445  0.0931  0.0529
Si  4.0692  6.8038  29.0208  -0.0115  -0.0204  0.0747
Si  7.7169  6.4295  28.8652  -0.083  0.0249  0.0818
Si  1.7593  10.0391  28.7641  0.0454  -0.0065  0.0587
Si  5.7652  10.109  28.9178  -0.0245  -0.0881  0.0863
Si  9.458  10.0041  28.74  0.0567  -0.0268  0.0735
Si  0.1437  2.1211  29.1595  0.1018  -0.0175  -0.0209
Si  3.9399  2.0989  29.3564  0.0001  0.005  -0.0387
Si  7.7986  2.1877  29.7664  -0.0111  0.0376  -0.1094
Si  2.0055  5.5687  29.1825  -0.0468  -0.0175  -0.0326
Si  5.8028  5.4838  29.9098  0.0854  0.0179  -0.1006
Si  9.7308  5.4094  29.5025  0.073  -0.0289  -0.0678
Si  -0.1406  8.8002  29.3538  -0.1038  -0.0581  -0.0634
Si  3.7584  9.0272  29.6387  0.0247  0.1006  -0.1154
Si  7.6306  8.7613  29.5274  -0.0214  0.0162  -0.0888
Si  2.0053  12.2024  29.6701  -0.0166  -0.0561  -0.0734
Si  5.8679  12.2246  29.9036  -0.0382  -0.023  -0.1201
Si  9.7725  12.18  29.6524  0.049  -0.0082  -0.1132
Si  0.0671  2.1785  31.6919  -0.0636  -0.0034  -0.0894
Si  3.8899  2.1698  31.8066  0.0185  -0.0126  -0.0758
Si  7.7732  2.2064  32.0784  0.0027  -0.0082  -0.0185
Si  1.9616  5.5426  31.6956  0.0324  0.0008  -0.0773
Si  5.8329  5.5299  32.1889  0.0012  0.0036  -0.0401
Si  9.7274  5.5063  31.8853  -0.063  -0.0002  -0.0131
Si  -0.0539  8.844  31.799  0.0475  0.0573  -0.0845
Si  3.8141  8.9555  31.9885  0.0086  -0.0311  -0.0175
Si  7.7015  8.8455  31.9083  -0.0051  0.0077  -0.0216
Si  1.9517  12.2381  32.0065  0.0158  0.0068  -0.0184
Si  5.8138  12.2457  32.1871  0.0216  -0.0088  -0.041
Si  9.7283  12.2138  31.994  -0.0556  0.0252  -0.0368
Si  1.9495  1.1053  32.6603  -0.0053  -0.0005  0.0841
Si  5.8018  1.1181  32.7747  -0.0134  0.0245  0.0465
Si  9.7517  1.0855  32.685  0.046  0.0092  0.088
Si  0.067  4.4002  32.5994  0.0587  -0.033  0.0812
Si  3.8365  4.3977  32.6677  -0.0125  0.0151  0.0824
Si  7.8106  4.4349  32.8073  0.0304  0.0224  0.0181
Si  1.8923  7.7491  32.6287  -0.0195  -0.0113  0.1075
Si  5.7609  7.8119  32.7633  -0.0229  0.0036  0.0623
Si  9.6543  7.7478  32.6772  -0.0131  -0.0212  0.0731
Si  0.0298  11.0657  32.7172  -0.0022  -0.057  0.0341
Si  3.8575  11.1401  32.8368  -0.0301  0.0134  0.0213
Si  7.7774  11.0838  32.746  0.0104  0.0122  0.0681
Si  1.9326  1.1237  35.0581  -0.0019  -0.0014  -0.0185
Si  5.7922  1.1279  35.12  0.0101  -0.0176  -0.0002
Si  9.6901  1.1178  35.0704  -0.0234  -0.0043  -0.0219
Si  0.017  4.4502  35.0276  -0.0244  0.0195  -0.0201
Si  3.8461  4.4503  35.0617  0.0151  0.007  -0.0218
Si  7.7522  4.4654  35.1372  -0.0125  -0.0024  0.0231
Si  1.9228  7.7995  35.0411  0.0087  0.0038  -0.0246
Si  5.7941  7.8232  35.1129  0.0105  -0.0026  -0.0086
Si  9.6685  7.8054  35.0639  0.0025  0.0014  -0.0002
Si  0.0056  11.1416  35.0849  -0.0073  0.0334  0.0147
Si  3.86  11.16  35.1552  0.015  0.0036  0.0339
Si  7.7456  11.1489  35.1018  -0.0059  -0.0015  -0.0017
Si  0.0078  0.0018  5.1259  -0.0097  -0.0008  0.0054
Si  3.8529  0.0093  5.1181  0.0067  -0.004  -0.0054
Si  7.7281  0.0162  5.1063  0.0093  -0.0044  -0.0105
Si  1.9372  3.3596  5.1511  -0.0081  -0.0119  0.0014
Si  5.8015  3.3496  5.1384  -0.0073  -0.0016  0.005
Si  9.6628  3.3475  5.1255  -0.0052  -0.0043  -0.0141
Si  0.0128  6.7086  5.1511  -0.0071  -0.0037  0.0024
Si  3.8628  6.6906  5.1569  -0.002  0.0146  0.0042
Si  7.7318  6.7093  5.1179  -0.0055  -0.0024  -0.0077
Si  1.9293  10.0583  5.1526  0.0003  -0.0069  0.0127
Si  5.7995  10.0458  5.1224  -0.0087  -0.0049  -0.0125
Si  9.6634  10.0399  5.119  0.0004  0.0041  -0.0053
Si  -0.0072  0.0268  7.4909  0.0295  -0.0102  -0.071
Si  3.8043  0.0559  7.4765  -0.0186  -0.001  -0.0702
Si  7.6927  0.0733  7.4534  -0.0048  -0.0004  -0.0645
Si  1.9289  3.3953  7.5356  0.0235  0.0176  -0.0692
Si  5.798  3.3727  7.5135  0.0022  0.0024  -0.0567
Si  9.6471  3.3733  7.4877  0.0117  -0.0177  -0.0636
Si  0.033  6.7596  7.5358  0.016  0.0124  -0.0755
Si  3.8562  6.6928  7.548  0.002  -0.0309  -0.0591
Si  7.7241  6.7543  7.4745  0.0054  0.011  -0.0714
Si  1.9046  10.1018  7.5394  0.0137  0.0181  -0.0884
Si  5.7689  10.0689  7.4819  0.0027  0.0144  -0.0706
Si  9.6328  10.0524  7.4774  -0.0095  -0.0021  -0.0655
Si  -0.0136  2.2652  8.2513  -0.0218  0.0014  0.0216
Si  3.8628  2.2676  8.3166  -0.0101  0.0063  0.0632
Si  7.7202  2.2808  8.3455  0.0093  -0.0103  0.0514
Si  1.9223  5.602  8.4252  -0.0034  -0.0033  0.0885
Si  5.8367  5.6029  8.2875  -0.0109  0.0191  0.0094
Si  9.6739  5.6332  8.1688  -0.0165  0.0185  0.0487
Si  -0.0331  9.0077  8.3435  -0.0039  -0.0245  0.0442
Si  3.8367  8.9425  8.2598  -0.0168  0.0246  0.0457
Si  7.6907  8.9766  8.3149  0.0129  -0.0119  0.0651
Si  1.913  12.3386  8.3759  -0.0066  -0.008  0.0822
Si  5.7434  12.3395  8.1477  0.0376  -0.0147  0.0083
Si  9.6172  12.3104  8.125  0.0026  0.002  0.0472
Si  -0.0455  2.2729  10.5983  0.0053  -0.0056  0.0921
Si  3.8783  2.2824  10.7055  0.0132  0.0181  0.0768
Si  7.7179  2.3035  10.7563  -0.0488  0.0293  0.0428
Si  1.9153  5.5956  10.8777  0.0359  0.0027  0.0597
Si  5.8997  5.617  10.6495  0.0232  -0.0412  0.1099
Si  9.6941  5.667  10.4867  0.0132  -0.0314  0.1081
Si  -0.0923  9.1045  10.7337  -0.0169  0.029  0.1644
Si  3.7986  8.9386  10.6122  0.0208  -0.0698  0.1369
Si  7.6412  9.0031  10.7112  -0.0185  -0.0134  0.0873
Si  1.9058  12.3997  10.8083  -0.0522  0.0527  0.0305
Si  5.6893  12.3758  10.4588  -0.0343  0.0084  0.1337
Si  9.5474  12.3359  10.4319  -0.0641  0.0589  0.1169
Si  1.8939  1.3031  11.5251  -0.0417  -0.0795  -0.0577
Si  5.7928  1.112  11.5065  0.0012  -0.0102  -0.0501
Si  9.6419  1.0981  11.3539  0.0134  -0.0095  -0.0658
Si  -0.132  4.4688  11.4717  0.0141  0.0163  -0.0732
Si  4.0055  4.5077  11.4775  0.0169  0.0164  -0.0901
Si  7.8993  4.5601  11.5168  -0.045  -0.0133  -0.0902
Si  1.8347  7.9078  11.4688  -0.0521  -0.0153  -0.0569
Si  5.7208  7.8095  11.4584  -0.007  0.0576  -0.0811
Si  9.5909  7.8464  11.3921  0.0372  0.0614  -0.0544
Si  -0.1635  11.4487  11.4593  0.09  -0.0733  -0.0516
Si  3.8708  11.1722  11.3761  0.07  0.0673  0.0165
Si  7.5753  11.3118  11.2863  0.0422  -0.0233  -0.0528
O  11.2393  13.645  15.1099  0.0018  0.0108  0.0047
O  20.1151  2.7262  22.2247  -0.0126  0.0053  0.0182
O  6.966  4.8984  16.2644  -0.0148  -0.0038  -0.0321
O  9.9666  -4.3743  22.4929  0.0149  0.0088  0.0033
O  -1.8388  -5.7456  24.8545  -0.0242  0.0257  0.0115
O  8.5644  9.8312  13.9802  -0.003  -0.0019  0.0015
O  9.0674  -1.066  14.7553  -0.0168  -0.0008  -0.0259
O  2.3271  3.9087  14.4528  0.0399  0.0214  -0.0275
O  1.7238  1.5839  13.1704  0.0449  0.05  0.0508
O  3.8681  1.6675  14.6899  0.0318  0.0024  -0.0279
O  7.2817  11.7126  12.8856  0.0082  -0.0147  -0.0384
O  1.8537  8.0049  13.1493  -0.0403  0.0845  0.0312
O  3.7348  6.4306  14.6203  -0.0087  -0.0132  -0.019
O  4.3821  10.8861  25.1541  0.0062  -0.023  0.0125
O  -5.9439  -7.6685  25.6224  -0.014  0.014  0.0046
O  11.1772  6.365  26.7465  -0.0251  -0.0026  -0.0705
O  7.6721  5.9594  27.2503  -0.0051  -0.0263  -0.0097
O  9.0103  10.1761  27.1397  -0.0103  0.0148  -0.0169
O  0.445  10.7705  22.7332  -0.0124  0.0021  0.0144
O  0.3062  -0.7497  27.0325  0.0206  -0.0333  -0.0369
O  2.0523  -2.9626  14.2848  0.0206  -0.0708  -0.0291
O  -0.6392  10.6579  25.5047  -0.0326  -0.005  0.0159
O  9.8175  -1.7982  21.6984  -0.0048  0.0103  0.0186
O  4.1429  -0.7018  27.1853  0.0194  -0.0294  -0.0222
Si  11.8454  1.0232  16.3857  -0.0132  0.0157  0.0288
Si  3.7162  -21.9961  14.5109  0.0028  -0.0599  -0.0092
Si  9.846  8.8698  14.1277  -0.0022  -0.0151  -0.0605
Si  -1.8969  4.5124  14.0589  -0.0191  0.0059  -0.0602
Si  9.8931  2.2738  22.9274  0.0143  0.0061  -0.0223
Si  6.8031  -6.8631  22.1558  0.0056  0.0093  -0.0379
Si  2.8346  -5.483  19.8982  0.0151  0.0077  -0.0053
Si  10.2983  13.0575  13.95  0.0056  -0.0101  -0.0393
Si  2.5996  1.1595  23.1089  -0.0059  -0.005  -0.022
Si  27.2265  -8.0887  23.1039  -0.0058  -0.0054  -0.0012
Si  19.5097  -2.1208  14.3198  0.0194  0.0148  -0.0026
Si  2.172  5.0042  20.8482  -0.0008  0.0104  0.0028
Si  15.5655  -3.3405  21.6817  0.0155  0.0096  -0.0106
Si  -6.4893  1.5755  21.6248  -0.0082  -0.0022  -0.0182
Si  13.9629  2.2456  14.5275  -0.0101  -0.0354  -0.0004
Si  9.6446  16.5226  16.7264  0.0293  0.0164  0.0405
Si  16.7384  -1.6961  26.3289  -0.0245  -0.0115  0.0342
Si  18.7579  -0.0834  20.0781  -0.0045  0.0156  -0.0236
Si  11.3437  -4.9372  16.6758  -0.0049  -0.033  0.0231
Si  5.851  -2.6234  19.198  -0.0174  0.0045  -0.0213
Si  2.5129  2.1679  20.3655  -0.0119  -0.0076  -0.0021
Si  -0.5558  6.7021  25.1336  0.0052  -0.0336  0.0369
Si  8.6347  16.1068  25.6143  0.019  0.0199  0.0071
Si  -18.7429  9.4718  24.3824  -0.0035  0.0196  -0.0363
Si  5.8865  3.679  16.2608  0.0051  0.0102  0.0405
Si  4.9253  -5.8238  14.5584  0.0155  0.04  -0.0172
Si  1.1861  9.0543  14.2104  0.073  -0.0059  -0.0401
Si  -2.2716  -2.6664  25.6352  0.0263  -0.0106  0.0207
Si  -17.6647  11.9286  16.2082  -0.0022  0.0233  0.0403
Si  4.8012  -6.3601  26.065  -0.0179  -0.0092  -0.004
Si  7.3538  -9.8566  21.4492  0.0156  -0.0012  -0.0518
Si  0.2354  17.9062  23.2086  -0.0185  0.0085  -0.0019
Si  -0.8224  -3.1153  21.8396  0.0185  -0.0041  -0.022
Si  -4.4918  15.7906  18.4833  0.0176  0.0099  -0.0018
Si  21.6207  13.147  21.2204  0.0166  0.0023  -0.0234
Si  21.4957  6.0482  16.6507  0.0198  -0.0104  0.0414
Si  2.5653  3.3891  25.0264  0.0128  0.0233  0.0366
Si  7.645  -0.156  25.9339  0.0228  -0.027  -0.0391
Si  5.44  14.6655  14.6857  -0.0275  -0.0186  -0.0415
Si  12.3272  -2.0893  26.1477  -0.0008  0.0016  0.0458
Si  5.8601  21.1469  19.3163  0.005  -0.0229  -0.0047
Si  -4.7952  18.2607  26.3844  0.0229  -0.0039  0.0296
Si  2.4084  20.8374  24.5561  -0.0199  0.0072  -0.0331
Si  13.3062  11.6412  23.2601  0.0079  -0.018  -0.0235
Si  6.9389  6.4545  16.7632  0.0206  -0.0118  0.0126
Si  -2.6297  8.4813  23.687  0.0151  -0.0103  -0.03
Si  0.8671  13.1074  19.1152  -0.0172  0.0074  -0.0313
Si  3.6786  10.4931  14.4086  -0.0012  0.0435  -0.0146
Si  -10.917  10.0056  19.1015  -0.0288  0.0049  -0.0012
O  -6.6316  -6.1672  27.6544  -0.0095  0.0135  0.0126
O  17.3315  13.5061  15.8107  -0.0036  -0.0188  -0.0275
O  -1.3445  0.7405  22.5015  -0.0092  -0.0088  0.0128
O  3.5991  4.7436  21.6308  -0.0089  0.0003  0.0024
O  -5.5423  -19.4538  15.7136  -0.0134  0.0004  -0.0362
O  4.2625  11.0783  13.0043  -0.0827  -0.0651  -0.0229
O  -3.8917  -0.1029  27.5311  -0.0072  0.0024  0.044
O  -9.5642  3.6713  19.8645  0.0005  -0.0038  0
O  15.7426  1.9524  20.3533  0.0044  0.0053  0.0027
O  5.3083  8.3274  25.1964  0.0061  0.0148  0.0163
O  6.2216  12.5943  25.5089  0.0021  0.0032  0.0131
O  12.5601  5.2045  21.9248  0.0097  -0.005  -0.0064
O  15.85  -5.629  19.1246  -0.0057  -0.0028  0
O  6.3674  6.6191  18.2738  -0.0145  0.0145  0.0187
O  10.8679  2.1241  17.062  -0.0029  0.0016  -0.0282
O  7.7864  20.9287  23.0374  -0.0187  -0.0135  0.0176
O  14.0898  1.8118  24.5994  -0.001  -0.0333  -0.0085
O  12.6682  -4.981  15.7085  -0.0072  0.0082  -0.0305
O  10.047  5.7913  15.0325  -0.0053  0.0103  0.0026
O  9.502  3.2523  15.0938  0.0032  -0.0145  0.012
O  13.3067  11.6104  24.8906  0.0065  0.0157  -0.018
O  -1.666  17.9911  17.3924  -0.0062  -0.0035  -0.0225
O  6.3179  2.5682  15.1477  -0.0054  0.0211  -0.0208
O  1.5767  15.1877  15.8686  0.0107  0.0037  -0.0371
O  5.7933  3.0362  17.7553  0.0042  -0.0043  -0.0074
O  15.4448  4.1441  24.2772  0.0105  0.0105  -0.0096
O  -6.1135  -7.3736  22.9914  0.0066  0.003  0.0121
O  -8.702  8.9669  24.2916  0.0065  0.0034  0.0275
O  0.5367  -0.0746  17.542  0.0098  -0.0142  0.0099
O  1.9326  0.8865  19.5272  0.0027  0.0113  0.01
O  14.7127  8.705  21.3057  -0.0063  -0.0075  0.0116
O  21.43  2.474  24.5439  0.0147  -0.0057  -0.0085
O  8.4992  6.859  16.888  -0.0182  -0.001  -0.021
O  7.752  17.4637  25.3092  0.0018  -0.0049  0.0049
O  9.5555  7.6535  13.0706  -0.0042  0.0132  0.0003
O  1.5627  -3.1382  27.1059  -0.0121  0.0044  0.0167
O  13.6318  2.1517  21.939  0.0043  0.0086  0.0015
O  2.9314  -6.8953  23.3499  0.0105  -0.011  0.0089
O  19.0489  3.221  19.8476  -0.002  0.0079  0.02
O  12.9335  11.5201  19.1816  0.0065  -0.0078  0.0038
O  12.848  -9.2938  24.4164  -0.0312  0.0104  -0.0042
O  5.6816  7.6138  13.1149  -0.0249  0.0025  0.0373
O  -3.0872  -3.566  24.52  -0.0039  -0.0017  0.0165
O  4.4393  4.2939  15.8795  -0.0095  0.0103  -0.049
O  20.2857  0.2459  20.4637  -0.0023  -0.0024  0.0141
O  6.1084  17.0939  27.3044  0.0178  0.0299  0.0133
O  6.4135  -4.14  18.9425  0.0009  0.0065  0.0026
O  13.2739  13.238  22.9406  0.0057  0.0052  0.0211
O  -0.1871  9.69  17.7437  0.0086  0.0132  -0.0039
O  6.8095  14.212  18.7623  -0.0004  -0.0138  0.0091
O  1.8517  8.8724  19.0304  0.0077  -0.0037  -0.0042
O  17.5367  2.9422  22.0297  -0.003  -0.011  0.0248
O  -4.5754  11.715  19.8175  0.012  0.0016  0.018
O  7.551  5.1445  21.6973  0.0001  -0.0111  0.0175
O  6.7867  11.1307  15.494  -0.0059  -0.0077  -0.0131
O  16.2434  10.6788  20.3219  0.0021  0.0019  0.0051
O  12.4154  7.4842  24.7173  0.019  0.0121  0.0094
O  -0.4625  11.9957  13.0257  -0.038  0.0463  -0.0265
O  17.4549  0.873  13.1594  -0.0146  0.0139  0.0694
O  26.3772  6.8442  25.8843  0.0227  0.0123  -0.0018
O  -0.5927  17.7092  13.0793  -0.0143  0.0026  0.0052
O  -12.1042  6.9626  17.2954  0.0131  0.0156  -0.017
O  11.2189  -0.1269  20.1362  -0.0001  0  0.0115
O  -1.5765  8.6723  15.7242  0.0046  0.0011  0.0097
O  11.0743  3.2801  22.4805  0.0007  0.0053  0.0188
O  2.5106  3.4441  26.6685  0.0277  0.01  -0.0388
O  -0.7815  5.4886  24.0492  0.0157  -0.024  -0.0129
O  9.3284  16.296  27.0752  -0.0199  -0.0048  -0.008
O  8.3341  4.6633  13.1461  0.0422  0  0.042
O  7.6992  1.3831  25.4218  -0.006  0.0041  0.0235
O  4.2306  -4.3804  14.811  0.0122  -0.0111  -0.0403
O  -0.2976  -3.6209  20.3814  0.0019  -0.0045  -0.0034
O  8.3356  15.8786  17.4244  -0.0052  -0.0116  -0.0065
O  -6.55  -3.7526  22.8566  -0.0121  0.0031  -0.0038
O  4.0869  11.5036  15.6018  -0.0229  -0.0364  -0.072
O  11.3035  9.4618  13.6578  0.0152  -0.022  0.013
O  17.7524  -13.0209  21.2703  0.0004  -0.0033  0.0198
O  -2.7409  12.2856  25.3987  -0.0145  0.0007  0.0279
O  -8.5969  -2.2454  22.4052  -0.0006  -0.0017  0.0106
O  4.471  17.8294  13.0973  -0.0449  0.0154  0.0449
O  -5.274  7.3623  20.8279  -0.002  0.0039  0.0048
O  5.8026  10.5579  27.3031  -0.006  0.0474  0.0148
O  2.2022  6.4184  20.0337  -0.0002  -0.0007  -0.0014
O  4.2038  -12.43  22.8372  0.008  0.0104  0.009
O  -6.161  11.5153  17.7894  -0.0015  -0.018  0.0215
O  9.7254  0.8754  13.0113  -0.0015  -0.0302  -0.0045

Results
free energy: -215760.976 eV
free energy less fixed offsets of O -568.88, Si -635.61 eV per atom: -2.166 eV

The program warned: the cutoff lies below the one the program advises for these potential files; the exchange-correlation potential is rough where the density is thin.
